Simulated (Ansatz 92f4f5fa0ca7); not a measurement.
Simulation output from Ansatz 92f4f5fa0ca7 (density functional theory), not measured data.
Periodic cell of 363 atoms, Si241O122, from a study of silicon, its oxide and their interface. The atomic structure is a simulated model.
Doubt: the cutoff is far below the 930 eV that the study's wrapper takes by default for these files, so forces and energies are approximate.
This geometry differs little from another in the collection (a relaxation step or a small displacement).

Settings: functional PBE; potential files Ansatz PAW; basis plane waves; wave-function cutoff 580 eV; density cutoff ratio 5; exchange-correlation grid ratio 1; k mesh 1 x 1 x 1, Gamma-centred; self-consistency stop 5e-08 eV per atom in the density residual; occupations fixed; spin none; net charge 0.

Cell vectors (angstrom)
a 11.6015 0 0
b 0 13.3963 0
c 0 0 41.0767

Atoms: element, x, y, z (angstrom)
Si 0 2.2327 1.1851
Si 3.8672 2.2327 1.1851
Si 7.7343 2.2327 1.1851
Si 1.9336 5.5818 1.1851
Si 5.8008 5.5818 1.1851
Si 9.6679 5.5818 1.1851
Si 0 8.9308 1.1851
Si 3.8672 8.9308 1.1851
Si 7.7343 8.9308 1.1851
Si 1.9336 12.2799 1.1851
Si 5.8008 12.2799 1.1851
Si 9.6679 12.2799 1.1851
Si 1.9336 1.1164 1.9745
Si 5.8008 1.1164 1.9745
Si 9.6679 1.1164 1.9745
Si 0 4.4654 1.9745
Si 3.8672 4.4654 1.9745
Si 7.7343 4.4654 1.9745
Si 1.9336 7.8145 1.9745
Si 5.8008 7.8145 1.9745
Si 9.6679 7.8145 1.9745
Si 0 11.1635 1.9745
Si 3.8672 11.1635 1.9745
Si 7.7343 11.1635 1.9745
Si 1.9336 1.1164 4.3426
Si 5.8008 1.1164 4.3426
Si 9.6679 1.1164 4.3426
Si 0 4.4654 4.3426
Si 3.8672 4.4654 4.3426
Si 7.7343 4.4654 4.3426
Si 1.9336 7.8145 4.3426
Si 5.8008 7.8145 4.3426
Si 9.6679 7.8145 4.3426
Si 0 11.1635 4.3426
Si 3.8672 11.1635 4.3426
Si 7.7343 11.1635 4.3426
Si 0 0 36.7361
Si 3.8672 0 36.7361
Si 7.7343 0 36.7361
Si 1.9336 3.3491 36.7361
Si 5.8008 3.3491 36.7361
Si 9.6679 3.3491 36.7361
Si 0 6.6981 36.7361
Si 3.8672 6.6981 36.7361
Si 7.7343 6.6981 36.7361
Si 1.9336 10.0472 36.7361
Si 5.8008 10.0472 36.7361
Si 9.6679 10.0472 36.7361
Si 0 0 39.1042
Si 3.8672 0 39.1042
Si 7.7343 0 39.1042
Si 1.9336 3.3491 39.1042
Si 5.8008 3.3491 39.1042
Si 9.6679 3.3491 39.1042
Si 0 6.6981 39.1042
Si 3.8672 6.6981 39.1042
Si 7.7343 6.6981 39.1042
Si 1.9336 10.0472 39.1042
Si 5.8008 10.0472 39.1042
Si 9.6679 10.0472 39.1042
Si 0 2.2327 39.8936
Si 3.8672 2.2327 39.8936
Si 7.7343 2.2327 39.8936
Si 1.9336 5.5818 39.8936
Si 5.8008 5.5818 39.8936
Si 9.6679 5.5818 39.8936
Si 0 8.9308 39.8936
Si 3.8672 8.9308 39.8936
Si 7.7343 8.9308 39.8936
Si 1.9336 12.2799 39.8936
Si 5.8008 12.2799 39.8936
Si 9.6679 12.2799 39.8936
Si -0.242 -0.0675 29.4046
Si 3.8353 2.4439 30.4522
Si 7.6358 0.3407 29.7802
Si 1.9248 3.6125 29.7332
Si 5.7265 3.5429 29.4737
Si 9.5875 3.9997 30.7364
Si 0.0843 7.6464 28.7527
Si 2.5208 7.4387 29.0188
Si 8.007 9.5826 28.6569
Si 1.595 10.5292 29.7156
Si 5.0886 10.6082 29.1948
Si 9.0774 10.1723 30.5818
Si -0.076 2.7172 30.6403
Si 3.8051 0.3315 29.6185
Si 7.6685 2.5767 30.5453
Si 2.7538 5.6538 30.5402
Si 5.1762 5.546 30.5331
Si 9.6579 5.1661 28.7982
Si -0.3094 9.3019 30.4119
Si 3.4688 9.2251 30.3156
Si 7.1077 6.8345 28.6083
Si 1.802 12.721 30.3954
Si 5.6829 12.5347 30.4383
Si 9.476 12.4618 30.5701
Si 0.0517 2.2678 32.9109
Si 3.8701 2.3567 32.8286
Si 7.6222 2.3007 32.8833
Si 2.0041 5.6802 32.7992
Si 5.8026 5.6516 32.8142
Si 9.6485 5.4175 32.7205
Si 0.0356 8.9493 32.7322
Si 3.8634 9.0096 32.6639
Si 7.9509 9.1722 32.6046
Si 1.8979 12.3852 32.7627
Si 5.7607 12.3344 32.7938
Si 9.6653 12.4736 32.8998
Si 1.974 1.1703 33.6414
Si 5.7378 1.1459 33.6251
Si 9.6421 1.2765 33.6508
Si 0.0577 4.5262 33.5844
Si 3.8846 4.5659 33.6867
Si 7.6973 4.5055 33.6622
Si 1.9843 7.8964 33.57
Si 5.9007 7.9712 33.368
Si 9.7005 7.7795 33.445
Si -0.0237 11.2109 33.5537
Si 3.828 11.2086 33.5261
Si 7.7474 11.2893 33.6246
Si 1.946 1.1213 35.9847
Si 5.7891 1.1174 35.9735
Si 9.6617 1.1369 35.9873
Si 0.0149 4.479 35.9499
Si 3.8675 4.4681 36.0104
Si 7.7248 4.4751 35.9967
Si 1.9342 7.8217 35.9432
Si 5.8241 7.8414 35.8402
Si 9.6671 7.7885 35.8759
Si 0.002 11.1659 35.933
Si 3.8592 11.1647 35.9184
Si 7.7283 11.1748 35.9732
Si -0.0097 -0.0223 5.1707
Si 3.8667 0.0037 5.0938
Si 7.7341 -0.004 5.1714
Si 1.9326 3.3426 5.1437
Si 5.7917 3.3625 5.1201
Si 9.6707 3.3358 5.0859
Si 0.0052 6.6922 5.1433
Si 3.8497 6.6963 5.1282
Si 7.7304 6.6871 5.1147
Si 1.9426 10.0378 5.1283
Si 5.801 10.034 5.1734
Si 9.6786 10.0407 5.1257
Si -0.0429 -0.127 7.5654
Si 3.8662 -0.0625 7.4353
Si 7.7239 -0.066 7.5736
Si 1.9161 3.2673 7.5196
Si 5.7508 3.3664 7.4855
Si 9.6686 3.249 7.4274
Si -0.0027 6.619 7.5206
Si 3.7836 6.6564 7.4956
Si 7.6994 6.6072 7.4688
Si 1.9886 9.98 7.4963
Si 5.8067 9.9535 7.5743
Si 9.6953 9.9758 7.4906
Si -0.0209 2.1195 8.2657
Si 3.8724 2.1606 8.2594
Si 7.6826 2.2299 8.2153
Si 1.8942 5.4723 8.3873
Si 5.7241 5.614 8.3034
Si 9.6394 5.4632 8.1926
Si 0.0689 8.8666 8.2747
Si 3.8636 8.8411 8.4075
Si 7.7875 8.8084 8.2517
Si 1.9597 12.2021 8.2684
Si 5.7636 12.212 8.2981
Si 9.6183 12.1443 8.4136
Si 0.0452 1.957 10.6224
Si 3.7948 2.3561 10.6052
Si 7.4904 2.5891 11.4972
Si 1.8309 5.3555 10.803
Si 7.1368 6.8362 11.8226
Si 9.8294 5.275 10.5079
Si 0.3042 8.7162 10.6238
Si 3.9989 8.2573 10.755
Si 8.2869 8.6555 10.546
Si 2.6426 12.2906 10.5191
Si 5.0789 12.1502 10.5626
Si 9.3636 11.6708 10.7633
Si 2.0212 1.0013 11.3507
Si 5.458 1.5167 11.9843
Si 8.9785 0.8831 12.1185
Si -0.0387 4.091 11.4832
Si 3.9015 4.5131 11.4284
Si 8.2136 4.7607 12.1315
Si 1.9918 7.5063 11.6117
Si 5.2746 6.234 10.569
Si 10.1302 7.4393 11.2643
Si 0.4254 10.599 11.931
Si 5.0687 9.7113 12.3928
Si 6.624 8.3622 13.4762
O 5.0655 1.4828 13.5885
O 11.129 3.8989 13.1046
O 5.6583 -2.5897 11.3139
O 1.8443 0.7973 12.9902
O 0.4169 10.2518 13.5546
O 13.5066 11.2522 11.6073
O 10.1588 7.3857 12.9264
O 4.3909 10.4795 13.6982
O 7.8818 9.2901 13.9872
O 4.1798 4.1997 13.0546
O 9.0721 0.7078 13.7462
O 5.9083 7.7181 14.7967
O 5.7028 3.6877 27.7877
O 1.7256 3.6361 28.08
O 7.5022 0.4108 28.1255
O 3.5031 7.2153 27.694
O 8.6685 9.9378 27.2233
O 6.5498 7.08 27.0855
O 10.1465 4.5224 27.3771
O 6.3936 9.8467 28.5677
O -0.8182 6.3182 29.1371
O 1.6924 10.4609 28.0277
O -0.1793 12.9595 27.7915
O 4.2698 11.1932 27.8797
Si 5.6458 4.2289 26.2252
Si 9.3208 10.2031 25.7547
Si 10.7776 12.7304 26.3081
Si 1.6428 -0.0038 14.3864
Si 2.0049 9.4251 22.3238
Si 9.6331 6.8522 21.0721
Si 1.1343 5.6999 24.8637
Si 7.7661 10.6531 17.7954
Si 4.606 10.7326 17.96
Si 5.6459 1.4106 24.8046
Si 10.3963 7.499 25.9034
Si 9.3044 13.254 17.5922
Si 8.778 1.4155 20.2921
Si 4.1979 11.5351 14.9333
Si 4.3898 7.7376 18.6079
Si 11.4179 11.1126 14.8281
Si 9.7245 4.3068 13.903
Si 2.8595 11.0708 27.056
Si 8.9171 9.4784 15.2268
Si 4.0973 9.4929 24.7069
Si 1.764 11.5185 20.2416
Si 8.098 0.9049 26.7024
Si 11.1577 11.0973 22.0662
Si 10.5807 7.098 14.4708
Si 3.2709 0.5596 26.5098
Si 10.9931 0.2884 23.5504
Si 1.0031 6.4294 21.9839
Si 4.1391 13.2035 19.9856
Si 2.9101 2.011 16.2404
Si 10.0157 3.2702 26.3573
Si 1.982 7.1161 13.9731
Si 4.5865 7.1306 15.5169
Si 8.6528 1.5435 15.0871
Si 9.8813 3.0767 23.2993
Si 7.4702 6.5087 25.8365
Si 7.2218 7.8213 22.9394
Si 5.516 0.8704 15.0391
Si 1.2917 3.0268 26.6332
Si 6.5108 13.4712 22.1389
Si 9.824 9.5887 19.7747
Si 2.9663 5.4888 20.0057
Si 11.7244 1.9962 21.4101
Si 2.6246 2.4479 19.3181
Si 3.4714 4.606 14.4701
Si 5.6337 6.2453 20.9458
Si 11.7024 11.1836 17.8565
Si 6.8757 10.6989 23.7993
Si 8.1725 4.2764 21.0107
Si 3.72 6.8076 26.1253
O 7.8762 14.0375 21.4248
O 5.894 1.1808 23.1987
O 1.5293 11.4865 18.6143
O 2.8036 12.6591 20.7392
O 9.4433 0.9159 16.3625
O 0.3229 11.9128 20.8806
O 2.3119 2.2135 17.7386
O -0.2946 6.4638 25.056
O 7.0527 4.9293 25.7199
O 5.4694 10.3829 24.5939
O 3.2212 7.7789 14.8462
O 10.0771 10.1398 21.3029
O 11.5793 0.0317 25.057
O 5.611 7.2202 19.6032
O 11.2059 3.2965 22.3156
O 4.1142 10.7933 16.3942
O 0.558 0.8749 22.5452
O 9.915 8.8286 25.0788
O 0.4244 10.728 16.312
O 2.1578 5.482 14.0645
O 0.5609 7.3952 14.7126
O 3.1225 3.9977 19.379
O 7.0315 1.404 15.3653
O 0.172 12.6779 14.4986
O 9.8097 10.8179 14.9014
O 8.4587 10.2749 19.2229
O 6.7067 5.0025 20.9212
O 9.8226 8.1487 15.4329
O 6.1982 10.5666 18.0466
O 11.031 6.7461 21.8667
O 8.143 9.5895 16.6385
O 4.1428 5.6191 21.1324
O 5.4435 13.161 20.9435
O 10.3738 1.459 20.6523
O 9.793 1.4368 23.5743
O 10.7493 12.5238 17.8621
O 7.1588 9.4386 22.7992
O 4.8089 7.4788 17.0698
O 10.441 12.229 23.0007
O 0.6504 10.1838 22.9026
O 2.4413 12.5489 26.4984
O 4.4576 7.975 25.2314
O 3.8307 1.3851 19.6554
O 2.7858 12.2602 14.6096
O 4.035 9.3527 18.6888
O 9.2553 13.2765 26.2687
O 5.4347 12.6251 14.9791
O 4.4593 5.3475 26.0349
O 10.1098 5.5807 14.8759
O 9.1345 3.1029 14.8696
O 8.5884 3.7524 22.5336
O 3.0496 10.0943 25.7912
O 1.2942 4.2386 25.5493
O 2.2732 10.0854 20.8466
O 1.7657 1.0696 15.5845
O 9.6975 7.9621 19.8749
O 11.0037 9.9563 18.6966
O 1.4914 5.6145 20.6658
O 9.2492 5.3843 20.4605
O 8.1383 10.8263 24.8267
O 3.1232 6.739 18.9465
O 9.0263 6.6902 26.269
O 6.7903 12.0779 22.9424
O 10.6317 11.1454 25.9669
O 2.3099 1.8371 26.2258
O 8.7093 0.6312 18.8848
O 6.9532 0.8424 25.5748
O 8.5422 7.2622 22.1998
O 8.1874 12.1242 17.2458
O 7.2112 7.3633 24.4963
O 3.3154 9.578 23.2747
O 4.525 5.5081 15.3339
O 1.7921 7.8392 22.1165
O 4.4304 1.3674 16.1771
O 1.3258 2.2611 20.3325
O 11.3803 2.4005 26.602
O 8.1933 2.9374 20.0753
O 4.365 0.5305 25.303
O 8.7013 2.4182 26.7942
O 9.9539 3.7578 24.7868
O 5.3841 2.979 25.2023
O 2.9779 3.3923 15.3968
O 5.904 7.1832 22.24
O 1.3441 5.4999 23.2703
O 2.2361 6.7004 25.4831
O 4.3034 12.1705 18.7095
O -5.7195 -6.5813 29.6788
O 5.675 -0.0419 11.5027
O 19.2196 2.4425 9.8451
O 8.5538 10.2565 10.9905
O 8.1822 7.9845 28.9642
O -0.5504 1.5579 29.5238
O -0.3877 8.0305 27.2194
O -0.7793 11.6495 11.5457
O 10.4062 1.1492 11.3584
O 8.4743 12.834 11.5069
O -7.6304 0.6715 27.9851
O 8.0357 5.4944 28.6471

Results
free energy: -222584.216 eV
free energy less fixed offsets of O -568.88, Si -635.61 eV per atom: 1.154 eV

Forces (eV/angstrom), in the order of the atoms: element, x, y, z
Si -0.0003 -0.007 -0.0036
Si -0.0037 0.0053 0.0294
Si 0.0102 0.0186 -0.0139
Si 0.0145 0.0275 -0.0101
Si 0.0051 0.0041 0.0086
Si -0.0079 0.0196 0.0051
Si 0.012 0.0116 -0.0103
Si -0.0068 0.0144 -0.0053
Si 0.0019 0.0159 0.0328
Si -0.019 0.006 0.0083
Si -0.0035 -0.0178 0.0101
Si 0.0092 0.005 0.0173
Si -0.0674 -0.0216 0.0033
Si 0.0537 0.0089 -0.0116
Si -0.0075 -0.0644 -0.0083
Si 0.0208 0.0044 -0.0209
Si -0.034 -0.0005 -0.0022
Si -0.0059 -0.0363 -0.004
Si -0.0361 -0.0139 0.0098
Si -0.0311 -0.0102 -0.0085
Si 0.0195 -0.0384 -0.0057
Si 0.0296 -0.0202 0.0017
Si 0.043 -0.0451 0.002
Si -0.0251 -0.0062 0.0008
Si -0.2101 -0.0619 0.099
Si 0.134 0.0241 0.0914
Si -0.0118 -0.2794 0.0129
Si 0.0907 0.0056 -0.0666
Si -0.1295 0.0291 -0.0799
Si -0.0415 -0.0531 -0.1428
Si -0.0584 -0.0383 -0.1389
Si -0.1009 -0.0104 0.0891
Si 0.0602 -0.0864 0.055
Si 0.0837 -0.0586 -0.0044
Si 0.1071 -0.1271 0.0189
Si -0.0447 -0.0326 0.2409
Si 0.0122 0.0019 -0.0173
Si 0.0026 -0.127 0.197
Si -0.0679 0.1022 0.1786
Si -0.0363 0.0355 0.2578
Si -0.0197 -0.0477 0.3064
Si 0.0845 0.2201 0.1751
Si -0.0524 0.1138 -0.1007
Si 0.24 0.3156 -0.2431
Si -0.0596 0.2761 -0.1773
Si 0.008 0.0618 -0.0168
Si -0.1031 -0.0478 -0.1739
Si 0.022 -0.1805 -0.3368
Si 0.0032 0.002 0.0207
Si -0.0004 -0.053 -0.0032
Si -0.0146 0.0409 0.0047
Si -0.024 0.0092 -0.0005
Si 0.0048 -0.0209 0.001
Si 0.0373 0.0691 0.008
Si -0.0184 0.0608 0.0029
Si 0.0907 0.1223 0.0208
Si -0.0213 0.1073 0.014
Si -0.0034 0.0354 0.0032
Si -0.0433 -0.0153 0.0167
Si 0.0229 -0.0637 0.0135
Si -0.0088 0.0195 0.0147
Si 0.0035 -0.003 0.0019
Si -0.0034 -0.0043 0.0155
Si -0.0173 -0.0406 -0.0427
Si -0.0061 -0.0152 -0.0162
Si 0.0062 -0.038 -0.0083
Si -0.0009 -0.0103 0.0024
Si 0.0039 -0.0174 0.02
Si -0.0038 -0.0234 -0.0152
Si 0.0216 -0.004 0.0098
Si -0.0016 0.0183 0.0007
Si -0.0098 0.0105 -0.0459
Si -0.0177 0.0484 0.0143
Si 0.0144 0.0152 -0.0281
Si -0.0075 -0.0017 0.0304
Si -0.0165 0.0024 0.0339
Si 0.0106 -0.0184 0.0657
Si 0.0093 0.0022 -0.0284
Si 0.03 -0.0555 -0.0108
Si -0.041 0.0103 0.0232
Si -0.0107 -0.0284 0.0004
Si -0.0093 -0.022 0.0153
Si -0.0132 0.026 0.0502
Si 0.0063 0.0166 -0.017
Si 0.0045 0.0142 -0.0262
Si 0.0295 -0.0135 0.0187
Si -0.0161 -0.0007 -0.0264
Si 0.016 0.0006 -0.0311
Si -0.0039 -0.0049 -0.0197
Si -0.0201 0.0537 -0.0136
Si -0.0056 0.0129 -0.0108
Si -0.0187 -0.0015 -0.0101
Si 0.0112 -0.0135 0.0338
Si 0.03 -0.0145 0.0025
Si -0.0143 0.0145 -0.0234
Si -0.0166 -0.0019 -0.0103
Si 0.0207 -0.0044 0.0321
Si -0.0033 0.0007 0.0035
Si -0.0026 -0.0043 0.0032
Si 0.0056 -0.0016 0.0094
Si -0.0005 0.0074 0.009
Si -0.0076 0.0132 0.0123
Si 0.0043 -0.0158 0.0108
Si 0.0188 -0.0095 -0.0009
Si 0.0093 -0.01 0.0117
Si 0.0062 0.007 -0.0078
Si -0.0022 -0.0008 -0.0039
Si 0.0124 -0.0005 0.0052
Si -0.0172 0.0112 0.0072
Si 0.0136 -0.0041 0.0065
Si -0.0006 0.0098 0.0005
Si -0.0168 -0.0097 0.0149
Si -0.0002 0.0067 -0.0021
Si 0.011 0.0143 0.0027
Si -0.007 0.0033 -0.0016
Si 0.0028 -0.0056 0.0032
Si -0.0248 0.0047 0.0031
Si -0.0101 -0.005 0.0026
Si 0.001 0.0069 0.0039
Si -0.0045 -0.0246 -0.0018
Si -0.006 0.001 -0.0098
Si 0.0048 0.0044 -0.002
Si 0.0051 -0.016 -0.0068
Si -0.0008 0.0067 -0.0098
Si -0.0004 0.0005 0.0018
Si 0.0039 -0.0008 -0.0078
Si 0.0029 0.006 -0.0036
Si -0.0094 -0.0031 -0.015
Si 0.0027 0.0146 -0.0116
Si 0.0012 0.0066 -0.0041
Si 0.0049 0.0019 -0.0018
Si -0.0012 -0.0015 -0.0084
Si 0.0067 0.0027 0.0011
Si -0.0034 -0.0074 0.006
Si 0.0076 -0.006 0.0036
Si 0.0003 0.0023 -0.0008
Si 0.0026 -0.0075 0.0161
Si 0.0006 0.0071 0.0151
Si -0.0094 -0.0087 -0.0011
Si 0.0031 -0.0064 0.0023
Si 0.0043 0.0047 -0.0085
Si 0.0053 0.0092 0.0085
Si 0.0039 0.0034 0.0133
Si -0.0128 0.0142 0.0124
Si 0.0176 0.0229 -0.0008
Si 0.0071 -0.002 -0.0164
Si -0.0057 0.0131 -0.0018
Si -0.006 0.0161 -0.0281
Si 0.0127 -0.0077 -0.0167
Si -0.0051 -0.0258 0.0005
Si 0.0154 0.0054 -0.0163
Si 0.0243 0.0009 -0.0181
Si 0.0028 0.01 0.0088
Si 0.0059 -0.0023 -0.0096
Si -0.0468 -0.0123 -0.0224
Si 0.004 -0.0411 0.0039
Si -0.008 -0.0102 0.0314
Si 0.0153 -0.0206 -0.0014
Si 0.0059 0.0175 -0.0057
Si -0.0171 -0.004 0.0091
Si 0.0035 -0.0073 -0.0114
Si -0.0183 0.0043 -0.0132
Si -0.0231 0.0277 -0.0057
Si 0.0285 0.0265 0.0043
Si 0.0296 0.0088 0.0598
Si 0.0032 -0.0012 -0.0124
Si -0.022 -0.0064 0.013
Si 0.0163 0.0146 -0.0636
Si -0.0144 0.0287 0.0011
Si -0.0057 -0.0049 0.0598
Si 0.0364 -0.0589 -0.0722
Si -0.0027 -0.021 0.0127
Si -0.1806 0.1332 0.024
Si -0.0416 -0.0122 0.0409
Si -0.0081 -0.0975 0.0346
Si -0.0196 -0.035 0.0433
Si 0.038 -0.1628 -0.0628
Si -0.0222 0.0397 0.0185
Si 0.0184 0.0521 -0.0221
Si -0.0545 0.0027 0.1775
Si 0.0186 -0.0162 -0.0486
Si -0.0307 0.0156 -0.0634
Si 0.0322 0.0198 -0.0011
Si 0.0388 -0.0156 -0.0255
Si -0.0256 0.0236 -0.0324
Si 0.0734 -0.0005 -0.0105
Si 0.0637 0.0434 -0.0046
Si 0.0354 0.0364 0.0762
Si 0.0921 0.1856 -0.1967
Si 0.045 -0.0313 -0.0019
Si -0.0343 -0.0245 -0.0152
Si -0.0046 -0.0988 -0.0432
O 0.0046 -0.0186 0.043
O -0.038 0.0146 -0.0002
O 0.0233 -0.0297 0.0078
O 0.0029 -0.0144 0.0228
O -0.0174 0.0115 0.0274
O -0.0267 0.0285 0.0065
O -0.0234 -0.0313 0.1313
O 0.011 0.0165 -0.0012
O 0.0087 0.0174 0.0036
O 0.0168 -0.0191 0.0192
O 0.005 0.0097 -0.0117
O -0.0133 0.0235 0.0117
O -0.0039 0.0131 -0.0937
O -0.0074 -0.0109 -0.0502
O 0.003 0.0105 -0.0415
O 0.0145 -0.003 -0.0244
O 0.0182 0.0113 -0.0207
O 0.0104 -0.0019 -0.0396
O 0.0037 -0.0324 -0.0188
O 0.0228 -0.0152 -0.0098
O -0.003 0.0031 0.0241
O 0.0137 -0.0049 -0.0238
O -0.0088 -0.0006 -0.0462
O -0.0333 -0.0082 -0.0255
Si -0.0029 0.004 0.0177
Si 0.0065 -0.0099 0.0115
Si 0.0043 -0.0057 -0.0035
Si -0.0017 -0.0148 0.0084
Si 0.004 -0.0018 -0.0041
Si 0.0129 -0.0055 -0.0071
Si 0.0042 0.0023 -0.0085
Si -0.0137 0.0014 0.0028
Si 0.0024 -0.0031 -0.003
Si 0.0036 -0.0084 -0.0094
Si 0.0022 0.0083 0.0211
Si -0.0019 0.0052 -0.0007
Si -0.004 0.0033 -0.0061
Si -0.0025 -0.0185 0.0077
Si 0.0029 -0.0024 -0.0171
Si 0.0023 -0.0109 0.0071
Si 0.0235 -0.0183 0.0404
Si 0.0053 0.0229 -0.0004
Si 0.0033 0.0138 -0.0121
Si -0.0032 -0.0031 0
Si 0.0001 0.003 -0.0004
Si -0.0021 -0.0017 0.0039
Si -0.0005 0.0025 -0.0062
Si 0.0064 -0.029 0.02
Si -0.0108 -0.0004 0.0162
Si 0.001 -0.002 -0.0029
Si -0.0045 0.0049 -0.0062
Si 0.0029 0.0002 -0.0019
Si -0.0021 0.0223 0.0104
Si -0.0078 0.0077 0.005
Si 0.0013 -0.0121 -0.0593
Si 0.0372 0.0041 0.0171
Si -0.0025 0.0012 0.0067
Si -0.0026 -0.002 -0.0026
Si -0.0042 0.0061 0.0154
Si 0.0091 -0.0047 0.0029
Si 0.0046 0.011 0.0081
Si 0.0148 -0.0122 0.0066
Si -0.0018 -0.0032 -0.0107
Si 0.0027 -0.0087 -0.0002
Si 0.002 -0.0029 -0.0102
Si -0.0021 -0.0054 -0.009
Si 0.0067 0.0105 -0.0037
Si 0.0089 0.0212 0.005
Si -0.0052 -0.0051 -0.0153
Si 0.0033 -0.0006 0.0019
Si 0.0032 0.0029 -0.0051
Si 0.0029 0.0006 -0.0159
Si 0.0007 -0.0004 0.0044
O 0.0011 -0.0006 -0.0002
O 0 -0.0023 0.0023
O -0.0007 0.0012 -0.0018
O -0.0007 -0.0022 0.0003
O 0.0014 -0.0086 0.0101
O 0.0011 -0.0036 0.0006
O 0.0057 -0.003 0.009
O 0.0065 -0.0027 -0.0022
O -0.0001 -0.0049 -0.003
O 0.0051 0.0011 0.0007
O 0.0127 -0.0009 0.0145
O -0.0012 0.0009 -0.0026
O 0.004 0.0064 -0.0053
O 0.0042 -0.0037 0.0057
O -0.0016 -0.0019 0.0008
O 0.0042 -0.0007 0.0074
O 0.0023 -0.0012 -0.0001
O 0.003 -0.0026 -0.0063
O 0.0015 -0.0004 0.0016
O -0.0035 -0.0079 0.0132
O -0.0197 0.0015 0.0066
O -0.0052 -0.0131 -0.0037
O -0.0089 -0.0026 -0.0126
O 0.0169 0.0083 -0.0113
O -0.0025 -0.0106 -0.0038
O -0.0034 0.0054 -0.0109
O -0.0001 0.0026 0.0017
O 0.0086 0.0107 -0.0054
O 0.0101 0.0034 -0.0088
O -0.0009 -0.0009 -0.0019
O -0.0059 0.0129 0.0187
O 0.0013 0.0009 0.0028
O 0.0048 0.0008 0.0059
O 0.0026 -0.0019 0.0012
O -0.0006 0.0108 0.0009
O -0.0022 -0.002 -0.0007
O -0.0001 -0.0006 0.0026
O -0.0127 -0.007 -0.0153
O -0.0041 -0.0007 0.0017
O 0.0012 -0.0032 0.0016
O 0.0143 0.0078 -0.0019
O -0.0057 -0.0003 -0.0007
O -0.0029 -0.0014 -0.004
O -0.0085 0.0212 -0.0113
O 0.0028 0.0062 -0.0042
O -0.0006 0.0034 0.0053
O 0.0009 0.0091 -0.0043
O -0.0045 -0.0042 0.0031
O -0.0119 0.0055 -0.0302
O -0.0101 -0.0002 -0.0084
O 0.0045 -0.0047 0.0043
O 0.0035 -0.0088 -0.0101
O -0.0038 0.0076 -0.0029
O -0.0017 -0.0019 0.0026
O 0.0088 0.0022 -0.005
O -0.0002 -0.003 0.0059
O -0.0026 0.0008 0.0003
O -0.0026 0.0003 0.0077
O -0.0048 -0.0004 0.0094
O -0.0067 0.0029 -0.0055
O 0.0033 0.0039 0.0005
O -0.0019 0.0007 -0.017
O -0.0016 -0.0001 0.0025
O -0.0092 -0.0005 0.0006
O 0.0002 0.0047 0.0068
O 0.003 -0.001 0.0035
O -0.0102 0.0104 -0.0003
O -0.0074 0.0037 0.0016
O -0.0015 -0.0107 0.0049
O 0.0012 0.0028 -0.0147
O -0.0006 -0.0027 -0.0032
O -0.0042 0.0127 -0.0059
O -0.0093 -0.0134 -0.001
O 0.002 -0.0033 -0.0154
O -0.0039 -0.0027 0.0038
O 0.0038 0.0013 0.0021
O 0.0036 -0.0049 0.0048
O 0.0142 0.0123 -0.0043
O -0.0016 -0.0159 -0.0007
O -0.0005 -0.0017 -0.0141
O 0.0013 -0.0077 0.0032
O -0.0039 -0.0172 0.0095
O 0.0001 0.0033 0.0054
O -0.0013 0.0063 0.0033
O 0.0038 -0.0109 0.0041
O 0.0061 -0.0031 0
O 0.0207 0.0102 -0.008
O 0.0049 0.0036 0.0037
O -0.0088 0.0112 0.0843
O -0.0017 -0.0239 -0.0149
O 0.0062 0.0166 0.0135
O 0.0012 -0.0585 -0.0122
O -0.0221 0.005 -0.0266
O 0.0027 -0.0133 -0.0346
O -0.051 -0.0191 -0.0018
O 0.0376 0.0014 -0.0617
O -0.0124 0.002 -0.0138
O -0.0049 -0.022 0.0311

The program warned: the cutoff lies below the one the program advises for these potential files; the forces do not sum to zero within the program's tolerance; the exchange-correlation potential is rough where the density is thin.
